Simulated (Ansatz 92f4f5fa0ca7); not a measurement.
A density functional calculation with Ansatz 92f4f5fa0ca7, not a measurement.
Periodic cell of 171 atoms, Si99O72, from a study of silicon, its oxide and their interface. The atomic structure is a simulated model.

Settings
functional: PBE
potential files: Ansatz PAW
basis: plane waves
wave-function cutoff: 700 eV
density cutoff ratio: 5
exchange-correlation grid ratio: 2
k mesh: 2 x 2 x 1, shifted by 0.5 0.5 0.5 of a step
self-consistency stop: 5e-08 eV per atom in the density residual
occupations: Fermi-Dirac, 0.05 eV
spin: none
net charge: 0

Cell vectors (angstrom)
a  11.5983  0  0
b  0  11.5983  0
c  1.4053  -1.8882  21.7758

Atoms and the computed forces on them: element, x, y, z (angstrom), force x, y, z (eV/angstrom)
Si  0.8795  -1.7495  0.2071  -0.0938  0.087  -0.2435
Si  0.7067  2.2902  0.1194  0.0807  0.0295  0.0234
Si  0.6417  5.3839  0.0646  -0.0595  -0.2039  -0.0788
Si  4.3926  -1.0355  0.1102  0.1315  0.0746  0.1148
Si  4.774  1.9978  0.2498  0.0693  -0.1531  -0.0942
Si  4.3818  5.985  0.1918  -0.014  0.1498  -0.1713
Si  8.1119  -1.9995  -0.0171  -0.017  0.0045  0.3383
Si  8.8147  2.4433  -0.4513  0.1994  -0.1297  0.2947
Si  8.202  6.5161  -0.0664  -0.3019  0.0744  0.3687
Si  2.6623  10.1145  1.6433  -0.0022  -0.211  -0.0979
Si  2.7006  2.1801  1.4284  -0.0524  -0.0112  -0.302
Si  2.463  5.8917  1.5222  0.0604  -0.0177  -0.0044
Si  6.318  10.0513  1.4519  -0.0463  -0.015  -0.3875
Si  6.8194  2.1207  1.3414  -0.1383  0.0056  -0.489
Si  6.3972  5.9304  1.4041  -0.0058  -0.0773  -0.2044
Si  10.2999  10.0729  1.1895  -0.0919  -0.0593  -0.3687
Si  10.3462  2.2761  1.4109  0.1271  -0.0358  -0.2956
Si  10.2702  5.9736  1.267  -0.059  0.0376  -0.3904
Si  2.6228  0.4045  2.9581  0.0117  0.0544  0.1084
Si  2.5909  4.0028  2.8876  -0.0927  0.0639  0.0578
Si  2.5773  7.9863  2.7605  0.0701  -0.0864  0.1207
Si  6.5599  0.3194  2.8512  0.042  -0.1402  -0.0108
Si  6.5371  4.0016  2.752  -0.0376  0.3244  -0.0261
Si  6.3791  7.9829  2.6899  -0.1845  -0.0843  0.3674
Si  10.29  0.3008  2.7227  0.0179  -0.2631  -0.1602
Si  10.2673  4.1422  2.7971  0.0632  0.2095  -0.1234
Si  10.323  8.0516  2.5729  0.0308  0.0563  0.2306
Si  0.6055  0.2967  4.1837  -0.039  0.0133  0.0131
Si  0.6128  4.0695  4.1727  0.0289  0.0548  -0.0122
Si  0.6255  8.0289  4.1078  -0.1133  0.1237  -0.3096
Si  4.5984  0.3278  4.234  -0.0195  -0.028  -0.0547
Si  4.5856  4.0345  4.1645  -0.061  -0.0335  -0.0527
Si  4.4926  7.9758  4.1764  0.1196  0.0271  -0.3513
Si  8.4579  0.2361  4.2099  0.0143  -0.0118  0.0253
Si  8.3822  4.1263  4.1841  -0.0014  -0.1245  0.006
Si  8.3775  8.0227  4.0368  0.0792  -0.0086  -0.3354
Si  0.7076  9.9423  5.5446  -0.0724  -0.1517  0.2295
Si  0.543  2.1835  5.6034  -0.0353  0.0129  -0.0007
Si  0.6238  6.0597  5.4286  0.1034  -0.0387  0.023
Si  4.5228  9.9421  5.5364  -0.1058  -0.0125  0.2503
Si  4.6244  2.1851  5.6515  0.0257  0.0138  0.0723
Si  4.4639  6.0115  5.4714  0.1471  0.0119  0.0334
Si  8.3447  9.8884  5.5265  0.1496  0.0101  0.2921
Si  8.4485  2.1898  5.5471  -0.1516  0.0553  -0.1597
Si  8.4185  6.1034  5.4367  -0.1066  0.0817  -0.0023
Si  2.657  -1.6861  7.061  -0.0738  0.0938  -0.2543
Si  2.5622  2.1705  6.8208  0.0293  -0.1177  -0.1839
Si  2.4961  6.0598  6.8592  -0.0929  0.0495  -0.093
Si  6.3912  -1.6185  6.9851  0.1031  0.1428  -0.0795
Si  6.6255  2.1097  7.012  0.038  -0.1159  0.0818
Si  6.4512  6.0603  6.722  -0.06  0.0358  -0.3362
Si  10.3166  9.9129  6.8574  0.0486  0.0183  -0.5644
Si  10.2309  2.293  7.0509  0.0634  -0.2233  0.2891
Si  10.3432  5.9813  6.835  0.043  0.041  -0.0428
Si  2.7207  0.4011  8.3305  -0.2224  -0.0157  0.3191
Si  2.5  4.0749  8.1139  -0.278  0.1813  0.0607
Si  2.4744  7.8787  8.4196  -0.094  0.0411  0.558
Si  6.5753  0.2486  8.6096  -0.0552  -0.2134  0.1263
Si  6.6166  4.1862  8.0925  0.2781  0.0432  0.0767
Si  6.2724  7.9189  8.1063  -0.0907  -0.1836  0.2041
Si  10.2087  0.2243  8.2366  -0.0461  0.0075  0.1355
Si  10.2888  4.2561  8.4788  -0.0087  0.0071  0.0775
Si  10.2622  7.9114  8.1062  -0.075  0.1766  0.347
Si  0.6254  0.0318  9.4361  -0.0781  0.0373  -0.1201
Si  0.7459  4.2199  9.7206  0.0608  -0.1157  0.064
Si  0.2658  8.5815  9.7454  0.1322  -0.0416  -0.5165
Si  4.5674  1.0074  9.7483  0.036  0.1691  0.1333
Si  4.5725  4.147  9.1075  0.1492  0.0019  0.6385
Si  4.4892  7.3065  9.5706  0.1491  -0.1961  0.0579
Si  8.5829  -0.694  9.8157  -0.0538  0.1102  0.0559
Si  8.2749  4.7562  9.7329  -0.2469  0.2058  0.3393
Si  8.2593  7.8052  9.2529  -0.1383  0.0046  0.1775
Si  8.0964  -1.6566  17.2566  -0.0661  -0.0566  -0.2504
Si  0.0117  3.7778  16.9555  0.2258  0.0149  -0.3335
Si  1.3419  0.8776  16.7376  0.0824  0.1564  -0.2182
Si  11.8066  -1.1757  14.6227  0.1372  -0.2302  0.3151
Si  5.5278  3.1116  14.0345  -0.0808  0.0662  0.2548
Si  1.1155  2.8093  12.3739  -0.0888  -0.0086  0.3427
Si  8.3389  6.2024  19.3856  0.1356  0.101  -0.5507
Si  2.4667  5.7373  20.2732  -0.1774  0.023  -0.3249
Si  9.5998  2.3692  18.8263  -0.029  -0.1627  -0.6493
Si  3.8021  1.2253  12.5792  0.041  -0.01  0.3923
Si  1.9013  7.9594  13.9394  -0.0496  0.0405  0.4684
Si  6.4313  5.9084  14.1599  -0.0315  0.0562  0.2177
Si  6.5277  2.2379  19.6539  -0.2543  -0.1993  -0.2032
Si  8.8902  0.8964  16.2607  -0.1409  -0.033  -0.2108
Si  1.6745  -3.56  19.1381  0.1027  0.0741  -0.5231
Si  1.1894  6.7008  16.7806  -0.06  -0.0327  -0.2081
Si  10.4348  2.8219  14.3438  -0.0967  -0.0208  0.2894
Si  7.8962  7.215  16.536  -0.0141  0.2588  -0.4344
Si  10.8058  -0.9567  11.7415  0.0574  0.2251  0.4029
Si  12.2443  -0.7741  19.4489  0.0865  0.077  -0.28
Si  15.8231  0.848  15.485  0.0973  -0.1459  0.1807
Si  8.0745  3.9265  12.7652  0.0971  0.0509  0.409
Si  10.3097  -3.1634  16.6077  0.0641  -0.0438  -0.214
Si  13.4456  5.72  12.1077  -0.1106  -0.0068  0.4049
Si  6.3404  0.6083  17.3374  0.0174  -0.1623  -0.2704
Si  5.4057  6.366  20.1893  0.1996  0.1528  -0.0898
Si  4.3386  7.3104  12.5083  0.1246  0.0492  0.5072
O  1.2083  5.5792  10.5981  -0.1149  -0.1302  -0.1286
O  0.7675  3.8254  -0.466  -0.0955  0.2899  0.336
O  3.8993  0.3236  13.9652  -0.0277  0.1071  -0.2325
O  2.4739  6.2887  21.8209  0.0884  0.0341  -0.0065
O  6.6025  1.0729  20.7695  0.045  0.0088  0.0705
O  11.1095  -2.1147  15.7175  0.04  0.1078  -0.0272
O  10.1466  1.9159  20.3225  -0.0735  -0.1501  0.4107
O  4.4945  0.5185  -0.4305  0.1066  -0.0136  0.3596
O  8.3294  8.0512  0.5382  0.1766  0.0009  -0.4449
O  4.1137  -1.7438  -1.3482  -0.0151  -0.0663  0.0134
O  9.1972  -3.9096  15.6422  -0.001  -0.0033  0.2357
O  7.4983  -2.1731  -1.586  0.124  0.0749  0.4365
O  4.2367  7.6246  -0.0962  -0.0672  -0.0991  -0.0674
O  7.3923  1.5142  16.4468  0.0042  -0.0231  0.1566
O  9.6335  1.5573  14.9916  0.0656  0.0637  -0.037
O  6.7183  5.9584  19.3196  -0.1609  0.001  0.0814
O  0.5379  2.9826  10.8375  0.037  0.2469  -0.2493
O  1.1644  6.5406  19.617  0.0873  -0.1976  0.1582
O  3.4584  5.9515  12.2286  -0.028  -0.1677  -0.1631
O  9.3142  -0.3943  11.2967  -0.0705  -0.0891  -0.2347
O  16.5535  2.3166  15.3472  0.0278  0.0152  -0.1221
O  0.9258  2.4396  16.8515  -0.0054  -0.0409  0.0566
O  7.0838  2.8706  13.5535  -0.0084  0.0603  -0.188
O  -0.8054  3.8903  15.5325  -0.0329  -0.0326  0.0095
O  4.596  8.0448  11.0733  -0.0237  -0.1283  -0.3485
O  4.3674  0.3859  11.2964  0.0497  0.1379  -0.3615
O  2.286  1.7024  12.3144  -0.0438  -0.0369  -0.1339
O  11.7162  2.2563  13.5328  0.1687  -0.0466  -0.2895
O  7.7518  5.4155  13.3505  -0.0273  -0.1015  -0.1708
O  7.9851  3.8969  11.1354  0.0852  0.1038  -0.3258
O  8.2432  9.2785  10.0515  0.0981  0.3419  -0.1488
O  9.5046  -2.3384  17.7997  -0.0928  0.0334  0.0776
O  10.8049  -0.56  20.2172  -0.3849  0.1224  0.2158
O  5.7557  7.0723  13.2664  -0.0953  -0.008  -0.2387
O  12.7652  7.0605  12.7707  -0.0055  -0.0778  -0.3031
O  1.0189  5.0816  17.0541  -0.0398  0.005  0.0505
O  4.3665  5.3577  -1.3782  -0.0515  0.2125  0.471
O  8.2647  6.3882  10.1829  0.0843  -0.1861  -0.4135
O  10.8475  -0.8216  13.3688  -0.0962  -0.0179  -0.4996
O  0.9233  0.1362  18.1206  -0.0919  -0.1821  0.362
O  -0.2809  7.3016  17.1637  0.0455  -0.0033  0.1029
O  7.1771  -0.6032  18.1175  -0.0013  0.0867  0.106
O  1.6439  7.0296  15.261  0.0266  0.0612  -0.1387
O  4.6082  2.6817  9.971  -0.0517  -0.1555  -0.2297
O  7.1472  8.6339  16.95  0.0463  -0.0226  0.0962
O  9.7079  1.1747  17.6676  0.034  0.189  0.3215
O  9.5857  3.5673  13.1929  -0.0689  0.0684  -0.1671
O  12.2358  -2.3297  18.9402  -0.0102  0.0497  0.1989
O  4.6381  2.6076  12.7817  -0.0369  0.0303  -0.1058
O  0.6811  0.1541  15.4285  -0.0182  -0.0151  0.0023
O  1.5535  4.3102  12.8796  0.0894  0.0099  -0.0896
O  8.6455  -0.7125  15.996  0.0008  0.0172  0.1469
O  16.8844  -0.1004  16.3062  -0.0191  0.1869  0.0404
O  8.5849  6.3742  17.7647  0.0368  -0.1229  0.4956
O  0.6869  10.0146  9.045  0.3095  -0.1558  0.3135
O  11.944  0.0441  11.0845  0.0587  0.04  -0.2707
O  0.6958  6.0596  -1.4606  0.0751  0.0648  0.2619
O  2.6321  -3.1168  20.3919  0.0593  -0.0383  0.5977
O  7.9983  2.6504  19.0626  0.0307  0.0781  0.0554
O  5.6362  1.6092  18.4167  0.2224  0.1301  0.2037
O  10.5415  3.5836  18.2004  -0.1756  -0.1417  0.2682
O  13.4428  -0.5015  20.5268  0.133  0.0629  0.3063
O  7.707  6.8206  -1.6708  0.2637  -0.3124  0.5766
O  2.2825  7.5921  17.6618  -0.1187  0.094  0.3201
O  3.4749  8.1738  13.587  0.0253  -0.0295  -0.2158
O  4.6655  5.6526  9.8746  -0.178  0.1153  -0.1862
O  5.3526  4.6966  14.358  0.046  -0.0895  -0.1432
O  2.9417  0.8852  16.4688  -0.0415  -0.0175  -0.0415
O  1.4206  9.5025  14.0474  0.0037  -0.0188  -0.1148
O  -0.4219  9.1045  11.2137  0.132  -0.2512  -0.4015
O  6.8403  6.3761  15.6596  -0.013  -0.0862  -0.0318
O  3.9449  5.9537  19.5576  0.0039  -0.0486  0.1372

Results
free energy: -103884.986 eV
free energy less fixed offsets of O -569.03, Si -635.61 eV per atom: 10.564 eV
pressure: 0.27 GPa
stress xx, yy, zz, yz, xz, xy (GPa, positive in tension): -1.12, -0.7, 1.02, -0.13, -0.3, 0.57

The program warned: the cutoff lies below the one the program advises for these potential files.
